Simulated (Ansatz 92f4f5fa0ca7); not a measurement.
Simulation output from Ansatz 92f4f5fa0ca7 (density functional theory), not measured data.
Periodic cell of 234 atoms, Si146O88, from a study of silicon, its oxide and their interface. The atomic structure is a simulated model.
This geometry differs little from another in the collection (a relaxation step or a small displacement).

Settings
functional: r2SCAN
potential files: Ansatz PAW
basis: plane waves
wave-function cutoff: 800 eV
density cutoff ratio: 5
exchange-correlation grid ratio: 1
k mesh: 1 x 1 x 1, Gamma-centred
self-consistency stop: 5e-08 eV per atom in the density residual
occupations: fixed
spin: none
net charge: 0

Cell vectors (angstrom)
a	11.6015	0	0
b	0	10.938	0
c	0	0	32.1198

Atoms: element, x, y, z (angstrom)
Si	0.2654	-0.0503	23.3198
Si	4.1194	0.1168	23.4768
Si	7.9476	-0.0045	23.3761
Si	2.1419	1.3829	23.3903
Si	6.095	1.459	23.3371
Si	9.9585	1.3052	23.5149
Si	0.0657	5.7233	23.2967
Si	3.8641	5.231	23.4085
Si	7.8066	5.4525	23.4734
Si	2.1437	6.8454	23.4823
Si	5.7119	6.6991	23.2958
Si	9.6508	6.9106	23.507
Si	1.9582	2.7244	25.3402
Si	5.8965	2.7094	25.3613
Si	9.7328	2.7812	25.3625
Si	11.6657	4.1701	25.2209
Si	3.9225	4.0025	25.3867
Si	7.7637	4.1393	25.4383
Si	2.0907	8.2049	25.407
Si	5.8906	8.1469	25.2766
Si	9.7526	8.2454	25.415
Si	11.7484	9.5219	25.283
Si	4.0192	9.6096	25.3879
Si	7.8135	9.5815	25.3417
Si	11.6461	-0.0186	27.239
Si	3.9179	0.0186	27.3116
Si	7.7784	0.0024	27.2833
Si	1.9562	1.357	27.2772
Si	5.8545	1.3571	27.2973
Si	9.7205	1.3749	27.2749
Si	11.6634	5.4634	27.2416
Si	3.9305	5.4543	27.274
Si	7.7883	5.5018	27.3349
Si	2.0042	6.8188	27.3046
Si	5.8514	6.8427	27.2696
Si	9.7375	6.8356	27.3049
Si	1.9336	2.7345	29.2205
Si	5.8008	2.7345	29.2205
Si	9.6679	2.7345	29.2205
Si	0	4.1018	29.2205
Si	3.8672	4.1018	29.2205
Si	7.7343	4.1018	29.2205
Si	1.9336	8.2035	29.2205
Si	5.8008	8.2035	29.2205
Si	9.6679	8.2035	29.2205
Si	0	9.5708	29.2205
Si	3.8672	9.5708	29.2205
Si	7.7343	9.5708	29.2205
Si	0	0	31.1541
Si	3.8672	0	31.1541
Si	7.7343	0	31.1541
Si	1.9336	1.3673	31.1541
Si	5.8008	1.3673	31.1541
Si	9.6679	1.3673	31.1541
Si	0	5.469	31.1541
Si	3.8672	5.469	31.1541
Si	7.7343	5.469	31.1541
Si	1.9336	6.8362	31.1541
Si	5.8008	6.8362	31.1541
Si	9.6679	6.8362	31.1541
Si	1.9336	2.7345	0.9679
Si	5.8008	2.7345	0.9679
Si	9.6679	2.7345	0.9679
Si	0	4.1018	0.9679
Si	3.8672	4.1018	0.9679
Si	7.7343	4.1018	0.9679
Si	1.9336	8.2035	0.9679
Si	5.8008	8.2035	0.9679
Si	9.6679	8.2035	0.9679
Si	0	9.5708	0.9679
Si	3.8672	9.5708	0.9679
Si	7.7343	9.5708	0.9679
Si	11.5734	0.0116	2.8865
Si	3.8092	-0.0109	2.9449
Si	7.6755	0.0141	2.876
Si	1.906	1.3898	2.9261
Si	5.735	1.362	2.9247
Si	9.6174	1.3478	2.8704
Si	11.5324	5.495	2.8841
Si	3.8478	5.4674	2.911
Si	7.6502	5.4537	2.9134
Si	1.9066	6.79	2.839
Si	5.7447	6.8755	2.9501
Si	9.5787	6.8328	2.923
Si	1.8738	2.8267	4.8363
Si	5.6631	2.6673	4.9136
Si	9.5841	2.7105	4.783
Si	11.5001	4.0972	4.7788
Si	3.8496	4.1632	4.8971
Si	7.6088	4.057	4.8373
Si	1.9011	8.0993	4.7569
Si	5.7031	8.2908	4.9068
Si	9.5635	8.2224	4.858
Si	11.5552	9.443	4.7066
Si	3.7255	9.616	4.9501
Si	7.6437	9.6541	4.8325
Si	11.5243	-0.1578	6.5838
Si	3.4533	0.0189	7.0045
Si	7.5591	0.1437	6.7537
Si	1.6043	1.4607	6.7259
Si	5.5068	1.3402	6.9638
Si	9.6318	1.279	6.6741
Si	11.5012	5.4	6.7436
Si	3.929	5.4896	6.9221
Si	7.6368	5.5454	6.6886
Si	1.8946	6.6603	6.6577
Si	5.7849	7.0614	6.9442
Si	9.6027	6.8056	6.7724
O	5.5031	2.3316	8.2851
O	1.8419	7.708	7.8993
O	5.8931	8.1216	8.2624
O	11.3832	4.5027	8.1415
O	7.6662	10.0477	8.0172
O	9.5008	7.5191	8.2677
O	2.9052	10.0445	8.3201
O	10.0232	2.2316	7.9624
O	7.6655	4.5511	8.0087
O	3.9643	4.4902	8.2519
O	0.258	9.8848	7.9597
O	1.1094	2.2399	8.1307
O	2.5548	7.84	22.211
O	2.1438	2.2603	21.9819
O	6.2765	2.4596	21.9996
O	4.0995	10.0359	22.1926
O	5.2333	7.6564	22.0037
O	7.8678	9.9256	22.0581
O	3.7568	4.3292	22.0076
O	9.5204	7.8679	22.1765
O	0.0271	5.1672	21.7534
O	8.1889	4.2392	22.405
O	0.2689	10.2637	21.7608
O	10.3667	2.2737	22.2293
Si	1.5598	9.1236	8.5839
Si	4.3895	6.3678	14.4153
Si	2.5036	2.0554	16.0205
Si	7.5577	4.664	9.6161
Si	3.9009	8.539	21.6313
Si	2.9124	8.1879	16.5201
Si	11.1991	10.3751	20.2748
Si	-0.1099	5.5436	12.7489
Si	11.3238	2.9469	8.6177
Si	2.9256	3.3236	21.0304
Si	8.6811	0.7839	15.6204
Si	4.2552	1.7987	18.5885
Si	8.9779	7.4949	9.8048
Si	3.3812	10.4003	14.6094
Si	7.5076	5.2104	18.9189
Si	5.9272	10.9816	11.4867
Si	10.1087	2.2572	20.6338
Si	4.4282	9.5353	18.8565
Si	0.1462	8.2804	11.2601
Si	0.2383	8.8894	17.6934
Si	1.3184	10.769	12.6983
Si	8.1153	8.6012	15.8226
Si	8.7271	8.8578	21.1859
Si	6.762	9.2564	9.0885
Si	2.4895	4.0373	13.6542
Si	7.8726	2.0875	12.8726
Si	0.0726	0.3982	15.6323
Si	10.3773	6.2575	18.1924
Si	0.2943	4.6582	20.2462
Si	5.7396	8.9334	13.8055
Si	6.9043	2.748	17.145
Si	3.2953	1.8419	11.5426
Si	9.6219	5.9835	15.2915
Si	4.7834	3.4581	9.2143
Si	7.0119	8.0102	18.7672
Si	9.8884	3.4292	11.1635
Si	7.4372	3.3477	21.2774
Si	6.8896	4.3609	14.6263
O	2.7454	10.1341	13.1464
O	9.0111	5.853	18.9941
O	8.0045	1.2146	14.2218
O	11.0904	2.8585	10.2217
O	8.5445	3.5887	10.2783
O	3.7071	2.7133	10.2032
O	5.7621	2.175	18.1314
O	8.5795	10.1304	15.78
O	6.3581	3.2814	15.7193
O	7.5872	4.0576	17.7984
O	1.8246	4.1415	20.1654
O	8.1736	6.0986	10.0949
O	3.8876	2.5526	19.9778
O	7.8244	8.5854	10.0906
O	8.3185	5.054	14.994
O	9.7986	9.6033	20.2694
O	2.5274	9.3936	15.5253
O	4.017	8.7836	17.5085
O	10.6093	7.8596	17.9708
O	8.4859	2.3652	20.4986
O	7.9659	1.5615	16.8491
O	10.7333	5.8349	14.1396
O	7.0641	1.1826	11.7792
O	5.993	4.2916	9.973
O	3.6795	8.7509	20.0534
O	9.2452	7.5568	15.3449
O	9.3857	2.4198	12.3364
O	6.1741	9.699	12.456
O	1.0843	1.3928	16.4089
O	6.0003	9.2442	18.9926
O	11.6314	5.7645	19.0988
O	7.7406	8.2766	17.3545
O	0.5938	0.3312	14.0788
O	5.761	5.5216	14.6184
O	0.4954	9.7516	19.07
O	7.104	3.4967	13.2451
O	3.3629	5.3913	13.6636
O	0.4996	6.9303	12.1194
O	10.7957	0.9709	19.9507
O	3.3093	0.9893	15.1053
O	10.2467	7.9388	10.7168
O	3.2753	2.319	17.4112
O	6.4949	6.4605	18.6383
O	1.5203	7.9394	17.3179
O	1.0603	4.4595	13.0261
O	10.4185	4.8461	11.7478
O	5.9336	10.3514	9.9716
O	6.9094	4.4644	20.2342
O	4.7855	7.6528	13.4987
O	10.2464	1.1396	15.6127
O	3.2195	2.9294	12.735
O	0.2682	9.6501	12.1461
O	4.9363	10.0265	14.6791
O	1.2138	8.6589	10.093
O	-0.0616	9.934	16.47
O	7.8398	8.0193	20.1546
O	3.6107	6.9296	15.752
O	4.134	0.189	18.8076
O	10.2828	5.5744	16.72
O	2.3437	3.4194	15.1546
O	4.5038	0.7752	11.7332
O	6.9326	8.4074	14.7393
O	1.849	1.007	11.6417
O	10.8135	3.5085	19.9329

Results
free energy: -143573.180 eV
free energy less fixed offsets of O -570.45, Si -639.56 eV per atom: 2.180 eV

Forces (eV/angstrom), in the order of the atoms: element, x, y, z
Si	-0.0082	-0.011	0.0098
Si	0.0051	0.0059	0.0001
Si	-0.0198	0.0077	0.0001
Si	-0.012	0.0046	0.0159
Si	0.0016	-0.0108	0.0086
Si	0.0253	-0.0096	0.0046
Si	0.0232	-0.0204	0.0095
Si	0.0054	-0.0094	0.0008
Si	0.0106	-0.0069	0.0111
Si	-0.0285	0.0186	0.0096
Si	-0.0111	0.0051	-0.0022
Si	-0.0001	0.011	0.0066
Si	0.0042	0.0033	-0.0021
Si	0.0001	0.0042	-0.0064
Si	0.0055	0.0032	0.0036
Si	-0.0054	-0.003	-0.0109
Si	0.001	-0.0067	0.0096
Si	-0.0047	-0.0054	0.005
Si	0.0014	-0.0025	0.0014
Si	0.0006	0.0049	-0.0003
Si	-0.0066	0.0033	0.0068
Si	0.0034	0.0016	-0.0135
Si	-0.0082	-0.0028	0.0002
Si	0.0084	-0.0059	0.0024
Si	0.0025	0.0023	0.0021
Si	0.0062	0.0037	0.0023
Si	0.0001	0.0018	0.0003
Si	-0.0049	-0.0026	-0.0017
Si	-0.0013	-0.0036	0.0022
Si	-0.005	-0.0023	-0.004
Si	-0.0042	-0.0008	0.0046
Si	-0.0061	-0.0002	0.0009
Si	0.001	0.0027	-0.0032
Si	0.0061	0.0012	0.0017
Si	0.0032	-0.0036	0.0011
Si	-0.0005	0.0004	0.0016
Si	0.0002	-0.0246	-0.0972
Si	0.0523	0.076	0.0016
Si	0.0767	-0.0612	-0.0277
Si	0.0655	0.0136	-0.2727
Si	0.104	-0.0505	-0.0412
Si	0.0427	-0.003	0.1804
Si	0.0619	-0.0607	0.0515
Si	0.0118	0.0709	-0.1241
Si	0.1036	0.0323	0.1371
Si	-0.0011	-0.0047	-0.2623
Si	0.0131	-0.0179	0.1102
Si	0.0825	-0.0091	-0.0558
Si	0.0034	0.0549	-0.0561
Si	-0.0011	0.0681	0.0449
Si	-0.0031	0.0251	-0.0078
Si	0.012	-0.0594	0.0084
Si	0.023	-0.0937	0.0258
Si	-0.0239	0.0071	-0.0225
Si	0.0062	0.0805	-0.0311
Si	-0.0173	0.084	0.0138
Si	0.0142	-0.0162	0.0374
Si	-0.005	0.0463	-0.0216
Si	-0.0046	-0.1212	0.0215
Si	-0.0011	-0.0401	0.0137
Si	-0.0141	0.0418	0.1125
Si	-0.1133	-0.0266	0.117
Si	-0.0026	0.0102	-0.105
Si	-0.1154	-0.0162	-0.0205
Si	0.0911	-0.0473	0.0641
Si	-0.146	0.0294	0.0245
Si	0.0013	-0.0105	-0.2329
Si	-0.0271	0.0548	0.1655
Si	-0.152	-0.0167	0.1838
Si	0.0231	0.0066	-0.0692
Si	-0.0734	0.0035	0.2435
Si	-0.0827	-0.0204	-0.1276
Si	-0.003	0.0005	-0.0013
Si	0.0025	0.0049	0
Si	0	0.0004	0.0021
Si	-0.0001	-0.0027	-0.0007
Si	-0.0002	-0.0041	-0.0002
Si	-0.0002	0.0003	-0.0004
Si	0.0012	0.0005	0.0037
Si	0	0.0014	-0.0019
Si	-0.0001	0.0006	0.0021
Si	-0.0016	-0.0023	-0.0035
Si	-0.0023	-0.0037	0.0023
Si	-0.0006	-0.0019	-0.0015
Si	-0.0012	0.006	-0.004
Si	-0.0063	0.0057	-0.0048
Si	-0.0004	-0.0032	0.0007
Si	-0.0043	-0.0024	0.0005
Si	0.0038	-0.0058	0.005
Si	0.0035	-0.0006	0.0026
Si	-0.0019	0.0069	0.008
Si	0.0037	0.0063	-0.0007
Si	-0.0009	-0.0002	0.0066
Si	0.0024	-0.0054	-0.0062
Si	-0.0008	-0.0049	0.002
Si	-0.0065	0.0027	-0.0017
Si	-0.0072	-0.0093	0.0031
Si	-0.0019	-0.0152	-0.0023
Si	0.0148	-0.0148	-0.0143
Si	0.0077	0.01	0.0043
Si	-0.006	0.0143	0.0011
Si	-0.0157	0.0159	-0.0121
Si	-0.0017	0.0026	-0.005
Si	-0.0011	0.0103	-0.0035
Si	0.0011	-0.0038	-0.0029
Si	0.0019	-0.0095	-0.0062
Si	0.0002	-0.0031	0.0024
Si	0.0013	0.0031	-0.0051
O	0.0081	-0.0097	-0.008
O	0.0023	0.0008	-0.0027
O	-0.0035	-0.004	-0.0001
O	0.0018	0.0022	0.004
O	0.0011	0.0006	0.013
O	0.0024	0.0006	0
O	0.0053	0.0098	0.0008
O	-0.0009	-0.0051	0.0035
O	0	-0.0005	-0.0071
O	-0.0002	-0.004	0.002
O	-0.0024	0.0048	-0.004
O	0.0031	-0.0044	-0.0046
O	0.007	-0.0077	-0.0037
O	-0.0003	-0.0072	-0.0032
O	-0.008	0.0089	-0.003
O	0.0063	0.0012	0.0031
O	0.013	-0.0043	0.0037
O	0.0019	-0.0016	-0.0007
O	0.0038	0.0054	0.0041
O	-0.0048	-0.0035	-0.0023
O	-0.0076	0.005	-0.003
O	-0.0005	0.0064	0.0047
O	-0.0003	0.0062	-0.0025
O	-0.0054	0.0085	-0.0031
Si	-0.0032	-0.0007	0.0096
Si	-0.0044	-0.0003	0.0032
Si	0.0002	-0.0039	0.0026
Si	0.0002	0.004	-0.0028
Si	-0.0082	0.0066	-0.0051
Si	-0.0029	-0.0033	0.0019
Si	0.0004	-0.0028	0.002
Si	0.0042	-0.0032	-0.0007
Si	-0.0021	0.0032	0.0018
Si	-0.0064	-0.0022	-0.0018
Si	-0.0016	0.0073	-0.0043
Si	0.0037	0.0093	-0.0064
Si	0.0031	-0.0017	-0.0019
Si	-0.0097	-0.0025	0.0007
Si	0.0056	0.0015	-0.0024
Si	-0.0002	0.0003	0.0014
Si	-0.0032	-0.0022	0.009
Si	0.0033	-0.0016	0.0072
Si	0.0003	-0.0004	0.0019
Si	0.0032	0.0006	0.001
Si	0.0037	-0.0015	0.0003
Si	-0.0055	-0.0021	-0.004
Si	0.0032	0.0019	-0.0034
Si	-0.0044	-0.0013	0.0007
Si	-0.0075	0.001	-0.0022
Si	0.0008	0.0001	0.0003
Si	0.0033	-0.0008	0.003
Si	0.0028	0.0004	-0.0012
Si	-0.004	0.0014	0.0008
Si	0.003	-0.0036	-0.0008
Si	-0.0037	-0.0024	-0.0013
Si	-0.008	-0.0068	0.0002
Si	-0.0019	0.0025	0.0006
Si	-0.0014	0.0059	0.007
Si	-0.0045	0.0012	-0.0032
Si	0.0027	0.0036	0.0011
Si	-0.005	-0.0055	-0.0064
Si	0.0021	-0.0031	0.0008
O	0.0005	-0.0066	-0.0038
O	-0.0028	-0.003	0.0028
O	0.0001	-0.0014	-0.0024
O	-0.0006	-0.0023	0.0047
O	-0.0021	0.0007	0.0014
O	0.003	0.0029	-0.0094
O	-0.0031	-0.0031	0.0029
O	0.0016	0.0066	0.0009
O	-0.0047	-0.0053	0.0054
O	0.0026	0.0036	0.0014
O	0.002	0.003	-0.0055
O	-0.0028	-0.0011	0.0034
O	0.0096	0.0069	0.0007
O	-0.0004	0.0009	0.0041
O	-0.0008	-0.0007	-0.0001
O	0.001	-0.003	0.001
O	-0.0103	0.0046	-0.0049
O	0.0002	0.0021	-0.0073
O	-0.0024	-0.0009	0.0025
O	-0.0067	-0.0032	-0.0013
O	-0.0014	0.0038	0.0094
O	0.0059	-0.0062	-0.004
O	0.0031	-0.0004	0.0011
O	-0.003	-0.0018	0.0023
O	-0.0018	-0.0015	-0.0033
O	0.0035	0.0023	-0.0056
O	0.0005	-0.0036	0.0024
O	0.0062	0.0007	-0.0044
O	-0.0037	0.0026	0.0045
O	0.0097	-0.0002	-0.0015
O	0.0046	0.0025	-0.0039
O	0.0017	-0.0063	0.0104
O	-0.0002	-0.0004	-0.002
O	0.0003	0.0032	0.0004
O	0.0049	0.0042	-0.0022
O	-0.0004	-0.0009	-0.0037
O	-0.0048	-0.0034	0.0011
O	0.0012	-0.0048	0.005
O	-0.0005	0.0029	-0.0012
O	0.0049	0.0042	-0.0051
O	-0.0038	0	0.0012
O	-0.0024	0.0019	-0.0063
O	-0.0104	-0.0011	0.0002
O	-0.0019	-0.0047	0.0044
O	0.002	0.0048	0.0054
O	0.0011	-0.0055	0.002
O	-0.0027	0.002	-0.0001
O	-0.0052	0.0029	0.0015
O	0.0033	0.0034	-0.0082
O	0.0044	0.0036	-0.0023
O	-0.0006	0.0113	0.0025
O	-0.0057	0.0022	-0.0006
O	0.0072	0.0014	0.0087
O	0.0044	-0.0046	0.0004
O	-0.0015	-0.0025	-0.0007
O	-0.0032	-0.0022	0.0033
O	0.002	-0.007	0.0027
O	0.0031	-0.0032	0.0095
O	0.0002	-0.0048	0.0025
O	-0.0025	0.0047	0.0003
O	0.0037	-0.0051	0.0042
O	-0.005	-0.0016	-0.0031
O	-0.0029	0.0033	0.0002
O	-0.0018	-0.0041	-0.0047

The program warned: the cutoff lies below the one the program advises for these potential files; the forces do not sum to zero within the program's tolerance; empty levels may hold ghost states of the PAW files; the exchange-correlation potential is rough where the density is thin.
